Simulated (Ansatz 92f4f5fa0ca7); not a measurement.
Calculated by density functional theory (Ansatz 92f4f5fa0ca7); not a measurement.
Periodic cell of 149 atoms, Si88O55N6, from a study of silicon, its oxide and their interface. The atomic structure is a simulated model.

Settings
functional: r2SCAN
potential files: Ansatz norm-conserving
basis: plane waves
wave-function cutoff: 1300 eV
density cutoff ratio: 4
exchange-correlation grid ratio: 1
k mesh: 2 x 2 x 1, shifted by 0.5 0.5 0.5 of a step
self-consistency stop: 5e-08 eV per atom in the density residual
occupations: Fermi-Dirac, 0.05 eV
spin: none
net charge: 0

Cell vectors (angstrom)
a	10.88	0	0
b	0	10.88	0
c	0	0	20.9404

Atoms and the computed forces on them: element, x, y, z (angstrom), force x, y, z (eV/angstrom)
Si	0.6143	-0.2493	0.0079	-0.6164	0.7919	-0.5135
Si	3.2358	2.0893	-0.0135	-0.4653	0.1038	-0.4303
Si	-0.5161	6.2052	-0.1227	0.5268	-0.067	-0.5482
Si	2.2002	8.8658	-0.1492	0.4485	-0.7385	-0.7377
Si	4.6949	0.1646	-0.3338	0.7253	-0.4694	-0.5027
Si	8.1147	3.2904	-0.5828	-0.2058	0.0274	-0.3746
Si	6.2143	5.6761	-0.4551	0.051	0.2807	-0.0369
Si	8.7928	7.8917	0.2842	-0.5687	0.6256	-0.5103
Si	1.5572	1.2946	1.4301	0.1043	0.1091	0.0867
Si	4.0768	3.9533	1.0641	0.3163	0.4282	-0.527
Si	1.3738	6.9746	1.0108	-0.1718	-0.095	0.0159
Si	3.9645	9.5084	1.2697	-0.0685	0.2347	-0.0333
Si	6.7111	1.2881	1.3327	0.1697	-0.0025	-0.7645
Si	9.7091	4.1844	0.9041	0.0951	0.0329	0.1903
Si	7.0149	6.8475	1.3581	-0.0306	0.0625	-0.0117
Si	9.7285	9.7041	1.3066	0.1833	-0.2601	0.0176
Si	0.0771	2.795	2.4484	-0.1992	-0.0553	0.015
Si	2.7311	-0.1044	2.8155	0.1707	-0.0066	0.3448
Si	0.0732	8.1641	2.633	0.1351	0.1968	0.2251
Si	2.7176	5.4425	2.3104	-0.0942	0.1841	0.0045
Si	5.3196	2.6468	2.634	-0.129	-0.2273	0.301
Si	8.2178	0.0285	2.6019	-0.1662	0.0954	0.1114
Si	5.4629	8.1624	2.5181	0.0907	-0.1296	0.0756
Si	8.2989	5.329	2.5546	-0.023	-0.2433	0.3634
Si	1.4248	4.1514	3.8429	0.1456	-0.1306	-0.0123
Si	4.0622	1.3163	4.1087	-0.1526	-0.0382	-0.1164
Si	1.3474	9.4242	4.1288	-0.1605	-0.0821	-0.2947
Si	4.0556	6.7419	3.7852	0.1436	0.0143	-0.0501
Si	6.7974	4.0089	3.8851	0.271	-0.0163	-0.2354
Si	9.5563	1.4373	3.8939	0.1835	0.0772	-0.1747
Si	6.8563	9.4637	3.9547	-0.1907	-0.0103	-0.045
Si	9.6099	6.7268	4.0127	-0.1086	-0.0392	-0.2104
Si	-0.1413	-0.0766	5.3112	0.0197	0.0288	0.0836
Si	2.6637	2.734	5.3341	-0.1118	-0.0627	0.1094
Si	0.1832	5.4395	5.3742	0.0344	0.1504	-0.0588
Si	2.7539	8.0041	5.3119	-0.057	0.1853	-0.0449
Si	5.4388	-0.121	5.347	0.2571	0.112	0.292
Si	8.1891	2.7532	5.2717	-0.0758	0.1215	-0.005
Si	5.3728	5.3672	5.172	-0.1768	0.079	0.14
Si	8.1545	8.0392	5.3834	0.1072	0.0703	0.0169
Si	1.2255	1.2968	6.5914	-0.0176	0.1012	-0.1324
Si	4.0774	4.074	6.694	-0.0074	-0.1325	-0.0644
Si	1.5773	6.75	6.8905	0.2023	-0.4007	0.2764
Si	3.9768	9.3855	6.7278	0.0645	-0.0306	0.1325
Si	6.8902	1.2889	6.5344	0.1226	-0.2333	-0.1903
Si	9.6281	4.0806	6.6187	-0.0649	0.3784	0.0109
Si	6.5662	6.7537	6.6268	0.3135	-0.3213	-0.3376
Si	9.5283	9.3787	6.8363	0.2875	0.03	-0.0988
Si	-0.1364	2.5952	7.9608	0.0738	-0.1495	0.0115
Si	2.3126	-0.2306	7.9318	-0.0789	0.2926	-0.4081
Si	0.5963	8.4568	8.2512	-0.6993	0.5548	0.9415
Si	3.1175	5.4776	8.3813	0.3068	0.3333	-0.1799
Si	5.5749	2.6604	7.8275	-0.0348	-0.5663	0.1453
Si	8.0616	-0.0918	8.025	-0.0938	0.0383	-0.029
Si	5.1739	7.8809	8.0955	-0.6116	0.0605	0.1989
Si	6.928	3.6183	9.4547	0.0483	-0.3248	-0.0756
Si	1.9111	3.9721	9.9188	0.3119	-0.4662	-0.5245
Si	3.3868	1.1546	9.4703	1.0897	0.3646	-0.3698
Si	0.6859	10.3288	9.7538	-1.2452	-0.252	-0.1751
Si	4.65	6.621	10.8165	0.6682	0.2445	0.462
Si	7.6668	5.6169	8.3695	0.4321	0.0314	-0.0822
Si	9.2839	1.4125	9.3911	-0.6602	-0.1815	-0.0037
Si	6.541	9.5043	9.2891	0.062	-0.371	0.1959
Si	7.4621	7.4145	9.8865	0.0713	0.981	0.4648
Si	-6.0618	-4.54	13.8714	-0.1334	0.0398	0.5636
Si	4.7708	1.3159	13.2633	0.0671	-0.169	0.5086
Si	-3.228	3.4454	14.3527	0.132	0.396	0.0634
Si	5.3943	10.4802	11.1939	0.3681	-0.1227	0.456
Si	6.3462	8.7205	13.4908	0.1248	0.2688	0.1937
Si	10.5225	0.372	12.2442	-0.1177	0.0027	0.1045
Si	0.2415	6.9949	12.96	0.2051	-0.2422	0.4589
Si	-1.5435	-3.3404	18.4566	-0.0683	0.1699	-0.3965
Si	13.3707	0.1717	11.9675	0.3582	0.2917	0.9754
Si	9.3584	8.9868	13.9601	-0.3427	0.3268	0.1553
Si	1.9211	8.1846	11.1882	0.3851	-0.5692	0.1505
Si	15.634	8.5224	15.8095	0.0644	0.1005	0.0433
Si	-1.0996	13.5643	13.6773	0.2812	-0.1548	-0.0786
Si	0.3841	4.5093	11.6585	-0.5598	-0.2002	0.9542
Si	10.7666	1.7977	16.3089	0.149	-0.108	-0.1057
Si	6.3148	2.0032	15.6636	-0.7668	-0.4695	0.6584
Si	5.4063	14.9468	12.214	0.044	-0.2594	0.2611
Si	6.4879	6.8565	17.8571	-0.0575	-0.065	-0.2653
Si	-2.614	1.3528	17.7586	-0.2512	-0.2697	-0.2312
Si	5.9294	4.6144	16.0655	-0.2419	-0.049	0.2671
Si	1.5511	12.3057	18.6262	-0.3339	0.141	-0.4794
Si	3.3957	9.866	18.2235	0.25	-0.2164	-0.3758
Si	9.7864	9.9529	16.8176	-0.0149	-0.0129	0.0388
Si	10.3203	6.9839	10.8434	-0.4859	0.144	0.235
O	2.4361	2.4621	-1.4359	0.0241	-0.3977	0.2494
O	0.3733	0.6679	19.5188	0.511	-0.2998	0.3701
O	6.9074	1.1204	16.8967	0.3309	0.2103	0.0567
O	4.7034	-0.4666	19.0619	-0.5575	0.1762	0.4277
O	-0.559	6.3939	19.1145	-0.323	0.1707	0.6247
O	-1.8466	9.5716	15.4348	0.2074	-0.1151	-0.1479
O	4.844	15.7409	20.8117	0.0808	-0.2138	0.4343
O	2.7069	8.7107	19.1716	-0.2928	0.4153	0.621
O	2.4431	0.2577	17.9669	-0.032	0.0325	0.4219
O	8.164	2.1833	-1.7969	0.0368	0.3308	0.2571
O	6.2946	0.3892	-0.0156	-0.3368	0.448	0.7538
O	10.2413	8.5662	17.5405	-0.2522	-0.0653	0.1733
O	7.2235	2.6647	21.5476	0.0795	-0.1247	-0.0031
O	8.5702	8.3836	19.6348	0.4353	-0.6368	0.1926
O	16.9065	6.914	-1.5229	0.0707	-0.2736	-0.0573
O	2.7407	2.5397	10.1026	-0.3172	-0.082	-0.3604
O	4.7765	1.4863	8.6996	-0.2037	0.2891	0.1164
O	5.4376	3.1283	16.4869	0.659	0.3929	-0.5714
N	3.8104	0.2102	10.8144	0.0124	0.3741	-0.023
O	3.4837	7.7608	10.9861	-0.2872	0.2047	-0.001
N	1.6089	9.8337	11.1317	0.168	0.1831	0.0176
O	8.1409	2.5497	9.9071	0.1556	-0.0248	0.1426
N	4.5008	6.4002	9.0717	-0.4533	0.3843	-0.5958
N	10.2468	0.3873	10.5099	0.0498	0.6088	-0.0623
O	11.618	3.6886	8.8191	0.3154	-0.0794	0.1848
O	3.4354	11.2315	13.2993	-0.1878	0.0345	-0.4906
N	4.5046	16.4741	12.2914	0.2756	0.0245	-0.4245
N	11.6256	7.6828	9.9528	0.3765	-0.9613	0.1416
O	8.8739	7.6986	10.6519	0.6677	-0.5217	-0.1544
O	5.2272	1.1797	14.8079	0.251	0.2179	-0.5473
O	6.2517	7.1106	13.7091	-0.2797	-0.0086	-0.1329
O	8.0992	6.9073	17.5945	-0.0189	0.0705	0.3477
O	-0.7581	7.5392	14.148	0.2307	-0.0186	-0.4526
O	3.6859	9.3214	16.7165	0.018	0.0901	0.3353
O	6.2667	17.8385	10.9258	-0.4843	-0.1037	-0.1668
O	5.9566	11.6597	12.2393	-0.3667	-0.1576	-0.2159
O	4.4584	2.8575	12.7984	0.1969	-0.055	-0.2066
O	4.9238	5.0672	14.8686	0.2814	0.1737	-0.1019
O	10.4063	3.2875	12.3	0.2766	0.3974	-0.3323
O	9.4012	1.1898	13.1121	0.3174	0.136	-0.1311
O	-3.3991	4.6752	15.4758	-0.5426	-0.512	-0.2226
O	1.1585	11.9194	12.4275	-0.0431	-0.3856	-0.2158
O	9.1604	-5.6219	7.7198	-0.3553	-0.1779	-0.0706
O	-2.0273	-0.1558	17.9095	0.0914	0.2276	-0.1342
O	5.4348	-1.6848	12.2326	-0.0671	0.0561	-0.1332
O	7.9053	-1.8461	13.2354	0.1706	-0.1749	0.0329
O	10.2275	5.3474	10.6725	-0.0285	0.036	-0.0157
O	9.2586	2.1985	16.777	0.1308	-0.1795	0.1089
O	3.979	7.4392	14.8107	0.3564	-0.0389	-0.1769
O	5.8227	3.9107	10.6412	0.0159	-0.0991	0.2702
O	16.667	18.8241	16.9165	-0.0106	-0.1125	0.0472
O	0.6898	5.3983	13.0252	-0.2273	0.3745	-0.1947
O	0.05	13.388	14.8567	-0.4121	-0.1033	-0.0594
O	1.6815	7.76	12.7687	-0.353	0.0457	-0.3976
O	0.0357	0.1511	16.3179	-0.186	0.2787	0.1173
O	7.3634	4.6709	19.8567	-0.1187	-0.3522	0.0936
O	10.3808	-1.0886	12.976	-0.0304	0.1177	-0.018
O	5.8419	5.4437	17.4184	0.2379	0.1713	-0.2921
O	0.9448	13.2088	17.4065	-0.0594	-0.3444	0.3301
O	5.7116	9.4147	14.8306	-0.071	-0.4191	-0.2381
O	6.842	3.9392	12.9979	-0.1331	0.0747	0.0129

Results
free energy: -37625.898 eV
free energy less fixed offsets of N -289.75, O -463.61, Si -117.95 eV per atom: -9.248 eV
pressure: -0.74 GPa
stress xx, yy, zz, yz, xz, xy (GPa, positive in tension): -0.14, 0.37, 1.99, -0.89, -0.94, -1

The program warned: the forces do not sum to zero within the program's tolerance.
